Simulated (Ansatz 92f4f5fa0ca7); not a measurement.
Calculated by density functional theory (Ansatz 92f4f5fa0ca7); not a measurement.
Periodic cell of 222 atoms, Si131O89P2, from a study of silicon, its oxide and their interface. The atomic structure is a simulated model.
Doubt: the cutoff is far below the 930 eV that the study's wrapper takes by default for these files, so forces and energies are approximate.
This geometry differs little from another in the collection (a relaxation step or a small displacement).

Settings: functional PBE; potential files Ansatz PAW; basis plane waves; wave-function cutoff 580 eV; density cutoff ratio 5; exchange-correlation grid ratio 1; k mesh 1 x 1 x 1, Gamma-centred; self-consistency stop 5e-08 eV per atom in the density residual; occupations fixed; spin none; net charge 0.

Cell vectors (angstrom)
a 10.938 0 0
b 0 10.938 0
c 0 0 32.1988

Atoms: element, x, y, z (angstrom)
Si 10.5828 0.171 24.8939
Si 5.705 10.6366 24.7237
Si 2.5301 2.9332 24.6651
Si 8.4091 2.4696 24.8244
Si 0.3206 5.2191 24.749
P 5.2105 5.6943 24.7253
P 2.9418 8.0449 24.4388
Si 7.9134 8.3801 24.7416
Si 1.3723 1.3493 26.0276
Si 6.8225 1.2872 26.1118
Si 4.1435 4.1058 26.0209
Si 9.6053 4.1075 26.062
Si 1.4563 6.9374 25.9445
Si 6.7422 6.7771 26.065
Si 4.0308 9.4764 25.9579
Si 9.4479 9.5209 26.1776
Si 2.754 -0.0253 27.3608
Si 8.1665 -0.0129 27.5421
Si 0.0027 2.7053 27.4341
Si 5.4547 2.7068 27.4068
Si 2.7607 5.5103 27.3679
Si 8.2087 5.4737 27.3959
Si 0.0064 8.1666 27.3921
Si 5.4073 8.1819 27.4163
Si 4.087 1.3501 28.7703
Si 9.5802 1.363 28.8261
Si 1.374 4.1178 28.7414
Si 6.843 4.0873 28.7614
Si 4.0899 6.8234 28.8067
Si 9.577 6.8202 28.7784
Si 1.367 9.5669 28.7503
Si 6.7803 9.5425 28.8125
Si 0.015 -0.0138 30.1536
Si 5.4486 0.0041 30.1618
Si 2.7303 2.7417 30.1297
Si 8.2022 2.7379 30.156
Si 0.0081 5.4614 30.1428
Si 5.4787 5.4569 30.1446
Si 2.7236 8.2078 30.146
Si 8.2034 8.1928 30.1455
Si 1.3673 1.3673 31.515
Si 6.8362 1.3673 31.515
Si 4.1018 4.1018 31.515
Si 9.5708 4.1018 31.515
Si 1.3673 6.8362 31.515
Si 6.8362 6.8362 31.515
Si 4.1018 9.5708 31.515
Si 9.5708 9.5708 31.515
Si 2.7345 0 0.6835
Si 8.2035 0 0.6835
Si 0 2.7345 0.6835
Si 5.469 2.7345 0.6835
Si 2.7345 5.469 0.6835
Si 8.2035 5.469 0.6835
Si 0 8.2035 0.6835
Si 5.469 8.2035 0.6835
Si 4.1202 1.362 2.055
Si 9.5657 1.3596 2.053
Si 1.3659 4.1222 2.0372
Si 6.848 4.0872 2.0577
Si 4.1035 6.8309 2.0535
Si 9.5773 6.8381 2.0515
Si 1.378 9.5547 2.0506
Si 6.8269 9.5933 2.0502
Si -0.0064 -0.0266 3.3909
Si 5.4869 0.016 3.4677
Si 2.7729 2.7853 3.3672
Si 8.1918 2.7024 3.4476
Si 0.0179 5.4833 3.4323
Si 5.4825 5.4695 3.4069
Si 2.7651 8.2122 3.444
Si 8.2065 8.2291 3.3816
Si 1.3893 1.3979 4.6326
Si 6.8417 1.3564 4.9061
Si 4.154 4.0919 4.802
Si 9.5724 4.091 4.7606
Si 1.4093 6.8395 4.8177
Si 6.8228 6.894 4.7283
Si 4.1308 9.5845 4.8447
Si 9.5546 9.5575 4.7895
Si 2.7433 0.1205 6.0584
Si 8.2031 -0.0533 6.2636
Si 0.0239 2.6808 6.0405
Si 5.4727 2.7344 6.2913
Si 2.8123 5.4855 6.1762
Si 8.1709 5.4888 6.0391
Si 0.0091 8.1951 6.1548
Si 5.5241 8.2293 6.2297
Si 3.8321 1.5834 7.6011
Si 9.834 1.1503 7.4504
Si 1.6245 3.8099 7.3088
Si 6.6466 4.4278 7.4763
Si 4.4004 6.6425 7.5446
Si 9.3605 6.9586 7.4039
Si 1.1371 9.9295 7.2916
Si 7.1543 9.2388 7.6664
O 8.3063 8.099 7.914
O 2.7106 2.7455 7.951
O 9.6067 1.4148 24.4299
O 0.0234 0.0352 7.955
O 5.5206 5.5194 8.0315
O 6.8169 9.5096 24.2037
O 1.4255 4.092 24.2262
O 3.8551 7.3979 8.9325
O 0.8118 4.3895 8.6017
O 9.8071 6.1831 8.798
O 2.1119 9.4002 8.5
O 7.5064 3.9413 8.7988
O 4.2632 0.9401 9.0715
O 6.7248 9.5724 9.2208
O 9.2049 1.869 8.7959
O 7.8388 2.8713 23.3222
O 10.5363 5.8126 23.4005
O 5.1232 0.4407 23.3745
O 6.2771 4.9084 23.712
O 3.1076 2.2044 23.2896
O 2.1852 9.1037 23.3813
O 8.6573 7.7324 23.4162
O -0.1057 10.3905 23.4389
Si 4.3971 1.5905 22.4767
Si 3.4847 7.9547 14.0268
Si 7.1062 0.9885 14.6589
Si 0.826 9.4534 22.5115
Si 1.1765 4.3294 11.8785
Si 6.2611 8.9937 15.3103
Si 0.6714 1.3886 12.2975
Si 8.6075 4.9886 20.5129
Si 0.3213 5.727 9.3588
Si 5.0917 3.1606 17.9345
Si 0.8726 3.7787 16.7435
Si 10.3842 2.8895 19.2173
Si 5.2757 1.2013 10.3478
Si 0.8688 0.228 19.8234
Si 6.64 9.48 10.8591
Si 9.3244 9.7176 18.3089
Si 9.3867 9.2681 12.5587
Si 6.6743 3.7607 22.6168
Si 2.4367 8.0842 9.378
Si 10.5792 7.4008 17.0796
Si 2.5002 6.3238 16.5779
Si 10.1719 4.5195 14.1829
Si 6.1271 9.2225 18.5063
Si 7.9661 2.588 9.5744
Si 8.874 2.1715 12.4477
Si 5.3268 6.2832 18.0631
Si 3.9163 0.5992 19.4616
Si 4.2717 3.8612 12.0441
Si 5.5387 6.6232 12.1366
Si 7.999 2.5416 17.211
Si 4.3487 2.5078 14.9626
Si 1.5265 1.2409 15.262
Si 1.5664 9.4341 12.0387
Si 8.0462 6.878 13.8611
Si 10.3698 9.8616 15.4779
Si 9.8367 7.0062 22.55
Si 8.0913 5.5198 17.4121
O 6.0427 7.9794 11.2893
O 6.01 9.2349 16.8886
O 7.6703 1.3959 13.1904
O 0.8843 1.7698 13.8679
O 9.4167 6.2869 16.8955
O 6.7561 6.2235 13.136
O 5.1212 4.6974 18.603
O 9.2182 2.1946 18.2606
O 2.3593 0.1415 19.076
O 9.3863 10.2584 16.745
O 2.7839 4.4581 11.7022
O 5.0548 10.3613 19.0938
O 9.4185 3.272 13.4872
O 0.4476 1.8153 19.942
O 3.1406 1.3925 15.0702
O 8.1245 5.405 19.0282
O 3.8791 6.6357 17.3931
O 4.5724 3.3176 16.3769
O 9.0621 5.6989 14.312
O 5.4165 2.8343 22.1801
O 10.6634 4.1773 15.6814
O 0.3236 3.9143 18.2754
O 10.4125 10.5712 19.1833
O 9.641 10.0482 14.0159
O 10.9667 8.094 22.0993
O 1.1775 2.1932 16.5326
O 9.7039 3.7799 20.4073
O 8.1163 4.0718 16.6771
O -0.0455 9.1234 11.8951
O 6.5746 2.4536 18.0059
O 5.5765 10.7354 11.1939
O 7.7378 9.6304 18.8343
O 10.022 1.0486 12.0604
O 1.3058 6.9748 9.0665
O 0.6229 4.7894 13.3489
O 5.6935 7.6616 18.98
O 5.2323 5.1079 11.5172
O 2.7075 7.0141 15.1162
O 0.9098 2.7637 11.467
O 0.8484 10.7126 15.5525
O 2.4042 8.6052 10.9121
O 4.693 2.4527 11.2687
O 4.2408 3.5332 13.6741
O 2.1916 4.7141 16.4858
O 10.6924 8.2747 15.6951
O 6.9248 10.3202 14.6627
O 2.3358 8.9763 13.4227
O 8.0169 1.5603 15.9013
O 4.123 7.0165 12.8559
O 4.1652 2.0508 18.7146
O 7.2783 4.4777 21.2971
O 8.4091 2.9495 11.0971
O 1.1686 6.8959 17.3589
O 5.6369 1.5947 14.7522
O 8.1268 9.7795 11.5794
O 9.2134 6.3212 21.218
O 8.9523 7.738 12.8444
O 1.6457 0.1413 11.8793
O 6.6312 6.1903 17.058
O 7.393 7.8321 15.0316
O 1.1727 10.3439 21.2003
O 10.0245 8.2426 18.354
O 3.9636 0.8972 21.0727
O 0.3289 5.3494 10.9277
O 6.6937 1.5886 9.6406
O 4.7732 8.734 14.6743

Results
free energy: -135405.190 eV
free energy less fixed offsets of O -568.88, P -755.39, Si -635.61 eV per atom: 0.820 eV

Forces (eV/angstrom), in the order of the atoms: element, x, y, z
Si -0.0409 0.2157 -0.3242
Si -0.0158 0.0012 -0.0073
Si 0.005 -0.0195 0.0267
Si 0.204 -0.0212 -0.3122
Si -0.0109 0.0021 0.053
P 0.2093 -0.1553 -0.1415
P 0.0139 -0.0066 -0.033
Si 0.0045 -0.0224 -0.004
Si -0.0176 -0.029 -0.0185
Si -0.0237 -0.0164 -0.0417
Si 0.018 0.0076 -0.0272
Si -0.0222 -0.0243 -0.0141
Si 0.0049 -0.0143 -0.0024
Si -0.0024 -0.0328 0.0032
Si -0.02 -0.0076 -0.0047
Si -0.0066 -0.0315 -0.0558
Si -0.0461 0.0132 -0.0042
Si -0.0261 -0.0282 -0.0043
Si 0.0128 0.0251 -0.0272
Si 0.0249 0.0137 0.0101
Si -0.0047 0.0064 0.0169
Si 0.0156 -0.0356 -0.0057
Si 0.0227 0.0278 -0.0048
Si 0.0049 0.0126 0.0116
Si -0.0014 -0.0245 -0.024
Si 0.0166 0.0167 0.0505
Si 0.0043 0.004 0.0348
Si -0.0029 0.0102 -0.0124
Si 0.0039 -0.0102 0.0095
Si -0.02 0.01 -0.0197
Si 0.0123 -0.0046 -0.0148
Si -0.0226 -0.007 0.0683
Si -0.0097 -0.0046 -0.0063
Si 0.0129 -0.0095 -0.0069
Si 0.0063 0.0222 -0.0023
Si -0.0024 -0.0085 -0.007
Si 0.0213 -0.0078 -0.0079
Si -0.0028 -0.0036 0.0088
Si -0.0103 0.0005 0.007
Si -0.0025 0.0001 -0.0068
Si 0.0403 0.0587 -0.0452
Si 0.0078 0.0191 -0.0113
Si 0.0217 -0.0663 -0.0488
Si 0.0354 0.0227 -0.0092
Si -0.0243 0.0322 -0.0436
Si 0.0397 -0.0857 0.0194
Si -0.162 -0.0416 0.0596
Si -0.019 -0.0283 -0.0172
Si 0.0728 -0.011 0.1026
Si -0.0442 0.0706 -0.071
Si -0.0654 -0.0116 0.0776
Si 0.0699 -0.0503 0.0087
Si -0.025 0.1696 -0.1221
Si 0.0784 -0.0547 0.0913
Si 0.0555 -0.119 -0.0236
Si -0.0372 0.0364 0.0621
Si -0.0057 0.0098 0.0035
Si -0.0058 -0.009 -0.003
Si 0.0154 0.0024 0.0028
Si -0.0056 0.0054 0.0034
Si -0.0012 -0.0042 -0.0035
Si -0.002 0.0048 0.0041
Si -0.0108 0.0037 0.0041
Si 0.0118 -0.0029 -0.0021
Si -0.0084 -0.0169 -0.0125
Si 0.0104 0.0008 0.0199
Si 0.0096 0.0226 -0.0233
Si -0.0118 -0.0149 0.012
Si 0.0089 0.0006 0.0034
Si -0.0066 -0.007 -0.003
Si 0.0106 -0.0004 0.0123
Si -0.0034 0.0129 -0.0139
Si 0.0006 -0.0031 0.0115
Si 0.0016 0.0005 -0.0144
Si -0.0006 -0.0018 0.0009
Si -0.0002 0.0035 -0.0018
Si -0.0024 -0.002 -0.0066
Si 0.0019 -0.0019 0.0085
Si -0.003 -0.003 -0.0108
Si -0.002 0.0019 0.003
Si 0.0014 -0.0076 0.0099
Si 0.0019 0.0026 -0.0036
Si -0.0019 0.004 0.0095
Si 0.0009 0.0006 -0.0032
Si 0.0015 -0.0021 0.0001
Si -0.0025 0.0022 0.006
Si 0.0017 0.0018 -0.001
Si 0.0011 0.0013 0.0064
Si -0.0029 0.0004 -0.0031
Si 0.0009 -0.0042 -0.0061
Si 0.0029 0.0002 -0.0029
Si -0.0006 -0.0003 -0.005
Si -0.0011 0.002 -0.0064
Si -0.0041 0.0039 -0.0086
Si -0.0005 0.0024 -0.0033
Si -0.0013 -0.0019 -0.0076
O 0.0013 -0.0045 0.0083
O -0.0006 0.0031 0.0006
O -0.0946 -0.1127 0.2076
O 0.0011 0.0015 0.0038
O 0.0006 -0.001 0.0027
O 0.0188 0.029 0.0214
O 0.0049 -0.0068 -0.0373
O 0.0018 -0.0012 0.0004
O 0.0005 -0.002 -0.0024
O -0.0011 0.0015 -0.0008
O 0.0013 -0.0019 -0.0007
O -0.0004 0 0.0009
O -0.0022 0.0001 -0.0033
O -0.0015 0.0023 -0.0039
O 0.0031 -0.0024 -0.0024
O -0.011 0.0019 0.198
O -0.0071 -0.0207 -0.0006
O 0.0073 0.0103 0.0147
O -0.2014 0.087 -0.0614
O 0.0073 -0.0151 -0.0035
O -0.1388 0.0367 -0.0767
O -0.0162 0.0325 0.0226
O 0.0992 -0.0588 0.1697
Si 0.0173 0.0209 -0.0128
Si 0.002 0.0001 -0.0049
Si 0.0009 -0.0022 -0.0088
Si 0.0108 0.1661 0.1107
Si 0.0012 -0.0017 -0.0076
Si -0.0017 0.0009 -0.0051
Si -0.0005 0.0012 -0.0085
Si 0.001 -0.0124 0.0073
Si 0.0014 0.001 0.0013
Si 0.0039 0.0073 -0.0019
Si 0.002 0.0026 -0.0038
Si -0.002 0.0003 0.0163
Si 0.0017 0.002 -0.0026
Si -0.0137 0.0068 0.0015
Si 0.0016 -0.0022 -0.0046
Si 0.0024 0.0041 0.0022
Si 0.0017 0.0006 -0.0064
Si 0.0924 0.0706 0.1829
Si -0.0003 0.0037 0.0002
Si -0.001 -0.0024 -0.0057
Si 0.0046 0.001 -0.0051
Si -0.0003 0.0015 -0.0064
Si -0.0027 -0.0118 0.0028
Si -0.0017 0.0025 0.002
Si -0.0007 -0.0011 -0.0084
Si 0.0033 0.009 0.006
Si -0.002 -0.0088 -0.0123
Si -0.0016 0.0025 -0.0072
Si -0.0018 -0.0008 -0.0084
Si 0.0036 0.0043 -0.0071
Si -0.0002 -0.0004 -0.0064
Si 0.0015 -0.0005 -0.0076
Si -0.0014 0.0011 -0.0082
Si -0.0016 0.0045 -0.007
Si -0.0026 -0.0008 -0.0051
Si -0.0251 0.0006 -0.0354
Si -0.007 0.0028 0.0027
O 0.0016 0.0045 0.0033
O 0.0003 0.0006 -0.0026
O 0.0031 0.0022 0.002
O -0.002 0.0011 -0.0008
O 0.0028 0.0015 0.0017
O -0.0031 -0.0006 0.003
O -0.0022 -0.0038 -0.0036
O -0.004 -0.0006 -0.005
O 0.0092 0.0025 -0.0001
O 0.0023 0.0001 -0.0025
O 0.0001 0.0006 0.0051
O -0.0041 0.0079 0.0022
O -0.0009 -0.0024 0.0049
O 0.0015 -0.0015 -0.006
O 0.0002 0.0006 0.0051
O 0.0049 0.0041 -0.0075
O -0.0051 -0.0008 -0.0006
O -0.0016 -0.0018 -0.001
O -0.0002 0.0002 0.0064
O -0.0456 -0.0353 -0.0153
O -0.0039 0.0016 -0.0011
O 0.0018 0.0012 -0.0047
O -0.0099 -0.0015 -0.0124
O -0.0014 -0.0002 -0.0009
O 0.0105 0.015 -0.0147
O 0.0003 -0.0026 0.0022
O 0.0007 0.0076 -0.0091
O 0.0006 -0.0044 0.0021
O 0.0014 -0.0003 0.0055
O -0.0013 -0.0012 0.0004
O -0.0003 0.002 0.0035
O 0.0008 0.0016 -0.0001
O -0.0001 -0.0006 0.0053
O -0.0006 -0.001 0.0014
O 0.002 -0.0007 0.0019
O 0.0004 0.0036 -0.0097
O 0.0002 -0.0015 0.0048
O 0.0008 0.0033 -0.0007
O 0.0002 0.0014 0.005
O 0.0003 0.0015 0.0043
O 0.0016 -0.0042 -0.0016
O 0.0021 -0.0041 0.002
O 0.0001 0.0036 -0.0006
O -0.0013 -0.001 0.0038
O 0.0002 0.0028 0.0027
O 0.0016 0.0031 0.004
O -0.0039 0.0027 0.0015
O -0.0017 -0.0027 0.0001
O 0.0029 -0.0023 0.0017
O -0.0008 0.0003 0.0037
O -0.046 -0.0415 0.075
O -0.0025 0.0011 -0.0021
O -0.0001 -0.0005 0.002
O -0.0011 0.0012 0.0047
O -0.0049 0.001 0.0023
O 0.0113 0.0163 0.0248
O 0.0012 0.0016 0.0036
O 0.0009 0 0.0054
O 0.0008 -0.0008 -0.0001
O 0.003 -0.0036 0.0015
O -0.029 -0.0477 0.0846
O 0.0011 -0.0012 -0.0035
O 0.0014 0.0095 0.024
O -0.0012 0.0032 -0.0019
O 0.001 0.0007 0.0024
O -0.0036 -0.002 0.0031

The program warned: the cutoff lies below the one the program advises for these potential files; the forces do not sum to zero within the program's tolerance; the exchange-correlation potential is rough where the density is thin.
